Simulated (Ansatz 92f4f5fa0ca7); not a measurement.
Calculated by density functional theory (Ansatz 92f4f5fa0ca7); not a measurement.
Periodic cell of 231 atoms, Si140O85As6, from a study of silicon, its oxide and their interface. The atomic structure is a simulated model.
Doubt: the cutoff is low for norm-conserving oxygen, so forces and energies are approximate.
Doubt: the program's own warning below bears on the result.
This geometry differs little from another in the collection (a relaxation step or a small displacement).

Settings: functional HSE06; potential files SPMS norm-conserving; basis plane waves; wave-function cutoff 800 eV; density cutoff ratio 4; exchange-correlation grid ratio 1; k mesh 1 x 1 x 1, Gamma-centred; occupations fixed; spin none; net charge 0.

Cell vectors (angstrom)
a, 11.6015, 0, 0
b, 0, 10.938, 0
c, 0, 0, 32.8271

Atoms: element, x, y, z (angstrom)
Si, 0.0521, -0.0089, 24.3559
Si, 4.01, -0.0602, 24.2063
Si, 7.9253, -0.0184, 24.3337
As, 2.0401, 1.3122, 23.9878
As, 5.9378, 1.3657, 23.9683
Si, 9.7756, 1.4017, 24.446
Si, 0.2777, 5.7316, 23.9087
Si, 4.1039, 5.4843, 24.188
Si, 7.9428, 5.5845, 23.9444
As, 2.2424, 7.0475, 23.9844
Si, 5.9735, 6.9585, 24.0662
Si, 9.87, 6.8716, 24.3169
Si, 2.0259, 2.6549, 25.9949
Si, 5.9272, 2.6627, 26.0073
Si, 9.7757, 2.9318, 26.1288
Si, 0.1802, 4.1564, 25.8501
Si, 3.9796, 4.0252, 26.0447
Si, 7.7788, 4.1592, 25.9278
Si, 2.0823, 8.1328, 26.1143
Si, 5.9128, 8.1616, 26.1128
Si, 9.7724, 8.1957, 26.2342
Si, 0.1394, 9.4843, 26.1773
Si, 3.9845, 9.5235, 26.118
Si, 7.8177, 9.5153, 26.1855
Si, 0.0766, 0.0232, 28.0172
Si, 3.9378, 0.0113, 28.0014
Si, 7.807, 0.0349, 28.0265
Si, 2.0031, 1.3789, 27.9882
Si, 5.8733, 1.3756, 27.9914
Si, 9.7439, 1.4117, 27.9827
Si, 0.094, 5.4331, 27.9254
Si, 3.9306, 5.4132, 27.9865
Si, 7.7672, 5.4438, 27.9578
Si, 2.0119, 6.7891, 28.0245
Si, 5.8468, 6.7946, 28.0185
Si, 9.7327, 6.7579, 28.056
Si, 1.9336, 2.7345, 29.9279
Si, 5.8008, 2.7345, 29.9279
Si, 9.6679, 2.7345, 29.9279
Si, 0, 4.1018, 29.9279
Si, 3.8672, 4.1018, 29.9279
Si, 7.7343, 4.1018, 29.9279
Si, 1.9336, 8.2035, 29.9279
Si, 5.8008, 8.2035, 29.9279
Si, 9.6679, 8.2035, 29.9279
Si, 0, 9.5708, 29.9279
Si, 3.8672, 9.5708, 29.9279
Si, 7.7343, 9.5708, 29.9279
Si, 0, 0, 31.8615
Si, 3.8672, 0, 31.8615
Si, 7.7343, 0, 31.8615
Si, 1.9336, 1.3673, 31.8615
Si, 5.8008, 1.3673, 31.8615
Si, 9.6679, 1.3673, 31.8615
Si, 0, 5.469, 31.8615
Si, 3.8672, 5.469, 31.8615
Si, 7.7343, 5.469, 31.8615
Si, 1.9336, 6.8362, 31.8615
Si, 5.8008, 6.8362, 31.8615
Si, 9.6679, 6.8362, 31.8615
Si, 1.9336, 2.7345, 0.9679
Si, 5.8008, 2.7345, 0.9679
Si, 9.6679, 2.7345, 0.9679
Si, 0, 4.1018, 0.9679
Si, 3.8672, 4.1018, 0.9679
Si, 7.7343, 4.1018, 0.9679
Si, 1.9336, 8.2035, 0.9679
Si, 5.8008, 8.2035, 0.9679
Si, 9.6679, 8.2035, 0.9679
Si, 0, 9.5708, 0.9679
Si, 3.8672, 9.5708, 0.9679
Si, 7.7343, 9.5708, 0.9679
Si, -0.0592, -0.026, 2.9756
Si, 3.7806, 0.0094, 2.865
Si, 7.7142, 0.0218, 2.8714
Si, 1.8497, 1.3816, 2.9095
Si, 5.7281, 1.326, 2.8607
Si, 9.6479, 1.3662, 2.8993
Si, -0.0985, 5.4851, 2.9486
Si, 3.7674, 5.5066, 2.8981
Si, 7.6829, 5.5069, 2.8505
Si, 1.8191, 6.8645, 2.9085
Si, 5.726, 6.8106, 2.8149
Si, 9.612, 6.8975, 2.992
Si, 1.7954, 2.8423, 4.7844
Si, 5.611, 2.7125, 4.739
Si, 9.5508, 2.7249, 4.8318
Si, -0.1458, 4.1688, 4.9516
Si, 3.7523, 4.1574, 4.8391
Si, 7.5896, 3.9782, 4.6215
Si, 1.7836, 8.2478, 4.8289
Si, 5.7467, 8.2562, 4.617
Si, 9.5963, 8.2043, 5.0609
Si, -0.1198, 9.6717, 5.0719
Si, 3.7623, 9.5484, 4.7527
Si, 7.6617, 9.5916, 4.7823
Si, -0.223, 0.345, 7.017
Si, 3.6233, 0.0457, 6.5981
Si, 7.3139, 0.0932, 6.6134
Si, 1.8127, 1.5446, 6.7188
As, 5.4945, 1.5819, 6.8231
Si, 9.2764, 1.4522, 6.8328
Si, 0.0729, 5.4381, 7.04
Si, 3.8549, 5.7151, 6.6317
Si, 7.6049, 5.3179, 6.4665
As, 1.8545, 7.0432, 6.8603
As, 5.8664, 6.9788, 6.543
Si, 9.4398, 6.6573, 7.0092
O, 12.2082, 4.536, 8.3424
O, 6.8778, 10.0462, 7.8581
O, 8.6433, 7.2216, 8.382
O, 3.3559, 10.0248, 7.9042
O, 9.0762, 2.4078, 8.1799
O, 7.4554, 4.3975, 7.8291
O, 4.0506, 5.25, 8.2123
O, -0.1853, 10.8828, 8.6422
O, 2.1626, 2.4572, 8.0657
O, 4.0666, 9.9766, 22.8311
O, 5.8513, 8.0389, 22.8023
O, 5.7894, 9.9757, 20.8581
O, 4.2586, 4.4475, 22.9062
O, 9.8451, 7.8484, 23.0093
O, 0.2455, 5.4825, 22.2536
O, 8.1536, 4.9481, 22.4245
O, 11.1692, 10.131, 22.9787
O, 9.714, 2.0376, 22.9296
Si, -0.6738, 18.3646, 12.4971
Si, -0.0564, 5.6404, 20.638
Si, 8.4094, 0.5147, 11.2443
Si, 5.9001, -1.9141, 16.8103
Si, 8.3581, 3.6437, 8.9332
Si, -10.1224, 7.0552, 18.3731
Si, -3.5969, 10.8123, 15.8375
Si, -0.2428, 0.7845, 10.0469
Si, -5.0432, 10.0464, 9.4426
Si, 12.8732, 2.9212, 20.4608
Si, -6.0593, 0.8092, 16.9512
Si, -3.9035, 3.2715, 11.8414
Si, 9.8207, 9.3526, 22.4936
Si, 1.3925, 9.5835, 11.4929
Si, 5.6858, 7.6948, 14.2081
Si, 4.9521, 9.0269, 21.8718
Si, 8.7185, 4.7342, 20.9102
Si, 14.5934, 4.7445, 11.5433
Si, 4.8815, 3.7576, 16.6197
Si, 10.1417, 2.0413, 21.3829
Si, 4.5708, 6.2748, 9.3747
Si, 1.3424, 14.2586, 9.1746
Si, 1.4832, -4.9337, 13.8288
Si, 3.6988, 9.3108, 9.3033
Si, -6.2834, 15.5004, 13.5642
Si, 8.3917, 9.1549, 13.2965
Si, 7.5313, 18.0971, 9.59
Si, 3.9498, 6.8253, 19.9961
Si, 1.4582, 9.7781, 16.6656
Si, 9.3727, 5.3818, 10.9991
Si, -5.2882, 10.1217, 19.3379
Si, 3.8134, 4.2452, 21.3672
Si, 1.9248, 4.5694, 16.5198
Si, 5.9676, 4.7621, 19.3739
Si, 1.3167, 1.6977, 17.707
Si, -2.1716, 10.2964, 19.8312
Si, 10.6117, -10.8668, 17.2265
Si, 2.9083, -2.2115, 14.0586
O, -6.9415, 2.1478, 16.8047
O, 7.5012, 15.76, 19.855
O, -0.9463, 6.2113, 11.4596
O, 9.6547, 0.7807, 20.5357
O, 1.7579, 5.3934, 12.3564
O, 4.0866, 7.7747, 9.0606
O, 7.1123, 8.6462, 9.9886
O, 12.1871, 4.3011, 19.9711
O, 9.5031, 4.6439, 9.5461
O, -1.6781, 5.7541, 20.5186
O, 5.0585, 3.8474, 20.3917
O, -8.3744, 5.6645, 20.8647
O, 5.6298, 7.7476, 15.8554
O, -0.2677, 12.3712, 17.6735
O, 7.4415, 3.2645, 10.221
O, 6.1812, 6.2711, 9.4284
O, -4.7541, 11.9436, 15.9818
O, 3.9643, 4.1591, 12.7291
O, -3.6965, -0.8051, 19.4063
O, 8.2014, 6.4832, 10.8875
O, 2.5721, 7.1481, 14.1324
O, -0.0559, 10.1643, 16.2049
O, 4.9923, 10.1237, 9.8494
O, 13.9272, 3.7968, 10.3916
O, -10.3496, 5.7588, 17.4041
O, 1.5107, 3.029, 16.8041
O, 0.5908, 6.8506, 19.7375
O, 3.9069, 5.8292, 10.7711
O, 4.5009, 8.7137, 13.7588
O, 12.2896, 10.9944, 11.153
O, -10.0538, 4.8761, 14.9732
O, 4.946, -0.6282, 16.4341
O, -6.2288, -6.9297, 15.0923
O, 2.4156, -1.5626, 15.4457
O, 5.7872, 8.86, 18.4243
O, 9.8486, 9.1832, 20.9015
O, -1.2592, 10.1046, 18.5285
O, 5.862, 15.1799, 17.8318
O, 1.7705, 2.0462, 19.2072
O, 2.6071, 3.1854, 21.3276
O, -3.0589, -0.6233, 14.4113
O, 1.2597, 8.4977, 17.6537
O, 7.4404, -1.4569, 16.5634
O, 6.4957, 3.8611, 12.716
O, 8.9873, 4.2368, 12.0797
O, 5.8608, 0.5424, 18.5393
O, 9.3859, 3.2875, 20.7335
O, -2.3564, 0.5375, 16.5758
O, 0.2413, 19.3972, 11.653
O, 5.3855, 6.2679, 19.5164
O, 0.2383, 2.3158, 9.8206
O, 3.5158, 4.5956, 16.7986
O, 7.3158, 0.3811, 10.0636
O, 13.7898, -1.36, 12.8941
O, 3.05, -3.8235, 18.7159
O, 8.369, 10.0219, 11.9524
O, -3.6109, 12.6685, 12.2352
O, 8.4417, -0.8503, 22.9819
O, 4.0231, 8.1232, 20.929
O, 2.0122, 0.2662, 17.29
O, 9.8618, 11.7557, 10.6308
O, -1.9655, 8.1425, 13.1397
O, 2.4411, 9.313, 10.2998
O, -16.1379, -2.6497, 13.6104
O, 0.1567, 2.1331, 21.3158
O, 5.4996, 6.1782, 13.6813
O, 0.0573, 6.7507, 13.7691

Results
free energy: -69881.539 eV
free energy less fixed offsets of As -2657.37, O -447.96, Si -113.29 eV per atom: -0.119 eV
gap between the highest filled and lowest empty level on this k mesh: 1.502 eV

The program warned: the cutoff lies below the one the program advises for these potential files; the model core charge is not resolved on the grid; the forces do not sum to zero within the program's tolerance; the exchange-correlation potential is rough where the density is thin.
